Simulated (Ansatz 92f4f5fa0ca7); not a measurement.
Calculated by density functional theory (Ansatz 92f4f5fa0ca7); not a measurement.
Periodic cell of 351 atoms, Si241O110, from a study of silicon, its oxide and their interface. The atomic structure is a simulated model.
Doubt: the cutoff is far below the 930 eV that the study's wrapper takes by default for these files, so forces and energies are approximate.
This geometry differs little from another in the collection (a relaxation step or a small displacement).

Settings: functional PBE; potential files Ansatz PAW; basis plane waves; wave-function cutoff 580 eV; density cutoff ratio 5; exchange-correlation grid ratio 1; k mesh 1 x 1 x 1, Gamma-centred; self-consistency stop 5e-08 eV per atom in the density residual; occupations fixed; spin none; net charge 0.

Cell vectors (angstrom)
a 11.6015 0 0
b 0 13.3963 0
c 0 0 40.2706

Atoms and the computed forces on them: element, x, y, z (angstrom), force x, y, z (eV/angstrom)
Si 0 2.2327 1.1851 0.0003 -0.024 -0.0233
Si 3.8672 2.2327 1.1851 0.0026 -0.0206 -0.013
Si 7.7343 2.2327 1.1851 0.0182 -0.0301 -0.0126
Si 1.9336 5.5818 1.1851 0.0029 0.0166 0.005
Si 5.8008 5.5818 1.1851 -0.0048 0.0056 -0.0318
Si 9.6679 5.5818 1.1851 0.0115 0.025 0.0167
Si 0 8.9308 1.1851 -0.0004 0.0183 0.0352
Si 3.8672 8.9308 1.1851 0.0089 0.0096 0.0256
Si 7.7343 8.9308 1.1851 -0.0019 0.0184 0.0105
Si 1.9336 12.2799 1.1851 0.008 0.0102 0.0111
Si 5.8008 12.2799 1.1851 0.0112 0.0007 0.0268
Si 9.6679 12.2799 1.1851 -0.004 -0.0028 -0.0014
Si 1.9336 1.1164 1.9745 -0.0024 0.0427 -0.0045
Si 5.8008 1.1164 1.9745 -0.0273 0.0935 -0.0066
Si 9.6679 1.1164 1.9745 -0.0199 0.0563 0.0014
Si 0 4.4654 1.9745 0.0034 -0.0088 -0.0105
Si 3.8672 4.4654 1.9745 0.0447 0.0105 -0.0032
Si 7.7343 4.4654 1.9745 -0.069 0.0113 -0.0148
Si 1.9336 7.8145 1.9745 0.0142 -0.0786 -0.0106
Si 5.8008 7.8145 1.9745 -0.0048 -0.0813 -0.0025
Si 9.6679 7.8145 1.9745 -0.0299 -0.0746 -0.0055
Si 0 11.1635 1.9745 -0.0271 -0.0388 -0.0103
Si 3.8672 11.1635 1.9745 -0.0235 0.0085 -0.0095
Si 7.7343 11.1635 1.9745 0.0054 -0.0303 -0.001
Si 1.9336 1.1164 4.3426 0.037 0.1455 -0.343
Si 5.8008 1.1164 4.3426 -0.0707 0.2842 -0.145
Si 9.6679 1.1164 4.3426 -0.0714 0.1767 -0.3865
Si 0 4.4654 4.3426 0.0077 0.0448 0.1388
Si 3.8672 4.4654 4.3426 0.1251 0.0685 0.105
Si 7.7343 4.4654 4.3426 -0.1727 0.0852 0.229
Si 1.9336 7.8145 4.3426 0.0279 -0.1633 0.1139
Si 5.8008 7.8145 4.3426 -0.0019 -0.1842 -0.0538
Si 9.6679 7.8145 4.3426 -0.0897 -0.1513 0.0598
Si 0 11.1635 4.3426 -0.0646 -0.1195 -0.0127
Si 3.8672 11.1635 4.3426 -0.0532 0.0241 0.0899
Si 7.7343 11.1635 4.3426 -0.0183 -0.1042 -0.0898
Si 0 0 35.9301 -0.1391 -0.0412 0.2435
Si 3.8672 0 35.9301 0.0295 -0.1269 -0.0264
Si 7.7343 0 35.9301 0.1571 -0.1275 0.036
Si 1.9336 3.3491 35.9301 -0.1398 0.0087 0.0449
Si 5.8008 3.3491 35.9301 0.1609 -0.0163 -0.1009
Si 9.6679 3.3491 35.9301 0.1734 0.0173 -0.0547
Si 0 6.6981 35.9301 0.0792 -0.0408 -0.1497
Si 3.8672 6.6981 35.9301 0.0621 0.145 0.1654
Si 7.7343 6.6981 35.9301 -0.0387 -0.0151 0.0678
Si 1.9336 10.0472 35.9301 0.082 -0.002 -0.1469
Si 5.8008 10.0472 35.9301 -0.0412 0.0444 -0.0504
Si 9.6679 10.0472 35.9301 -0.022 0.068 -0.1758
Si 0 0 38.2982 -0.0442 -0.0046 -0.0018
Si 3.8672 0 38.2982 0.0154 -0.0189 0.0098
Si 7.7343 0 38.2982 0.0616 -0.0363 0.0065
Si 1.9336 3.3491 38.2982 -0.047 0.0001 -0.0068
Si 5.8008 3.3491 38.2982 0.0523 0.0007 -0.0007
Si 9.6679 3.3491 38.2982 0.0628 0.0083 -0.0093
Si 0 6.6981 38.2982 0.0282 -0.0022 0.011
Si 3.8672 6.6981 38.2982 0.0242 0.0584 0.0021
Si 7.7343 6.6981 38.2982 -0.0247 0 -0.0053
Si 1.9336 10.0472 38.2982 0.0322 0.0137 0.0077
Si 5.8008 10.0472 38.2982 -0.0098 0.0323 0.0051
Si 9.6679 10.0472 38.2982 -0.01 0.0447 0.017
Si 0 2.2327 39.0876 -0.0012 0.0102 0.028
Si 3.8672 2.2327 39.0876 -0.0101 0.0146 -0.0272
Si 7.7343 2.2327 39.0876 -0.0126 0.0195 -0.0174
Si 1.9336 5.5818 39.0876 0.0088 -0.0142 -0.0116
Si 5.8008 5.5818 39.0876 -0.001 0.0028 0.01
Si 9.6679 5.5818 39.0876 -0.0169 -0.0224 -0.02
Si 0 8.9308 39.0876 0.0001 -0.0162 -0.0367
Si 3.8672 8.9308 39.0876 -0.0025 -0.0189 0.0101
Si 7.7343 8.9308 39.0876 -0.0033 -0.0205 -0.0182
Si 1.9336 12.2799 39.0876 -0.019 0.0007 -0.0137
Si 5.8008 12.2799 39.0876 -0.0032 0.0027 -0.0094
Si 9.6679 12.2799 39.0876 0.008 0.0132 0.0369
Si -0.0231 -0.0173 28.7997 0.06 -0.0314 0.0845
Si 3.9149 0.2238 28.7516 -0.0132 -0.1038 0.1263
Si 7.785 0.0765 28.8078 0.0123 -0.0265 0.098
Si 2.1451 3.3141 28.9073 -0.0022 0.015 0.0851
Si 5.7653 3.2614 29.0464 0.0777 0.0299 0.0597
Si 9.7885 3.434 28.8907 -0.0128 0.052 0.1005
Si 0.3792 6.8884 28.7729 -0.0469 -0.0578 0.053
Si 4.2392 6.7319 28.7222 -0.115 0.0073 0.077
Si 7.7788 6.5545 28.8145 0.0555 0.0232 0.0859
Si 1.9657 10.0791 28.9433 0.0028 -0.0297 0.064
Si 5.9429 10.0533 28.6395 -0.0615 0.0308 0.0493
Si 9.7463 10.0435 28.8602 -0.0312 -0.0257 0.0509
Si 0.1112 2.2376 29.5652 -0.0213 -0.0366 -0.0728
Si 3.9228 2.2193 30.0079 -0.0744 -0.0295 -0.1298
Si 7.8284 2.2818 29.6476 0.0066 0.0058 -0.0736
Si 2.2003 5.6052 29.5112 0.0713 0.0122 -0.0637
Si 5.9329 5.5115 29.7995 0.0078 0.0015 -0.1164
Si 9.8985 5.7132 29.4682 0.0438 -0.0121 -0.0774
Si 0.0709 8.9877 29.7966 0.017 0.0448 -0.0932
Si 3.9905 8.9643 29.5034 0.0518 0.0094 -0.0381
Si 7.7964 8.8654 29.526 -0.0032 -0.0223 -0.0772
Si 2.0083 12.367 29.4966 0.009 0.0527 -0.0566
Si 5.8256 12.3225 29.4448 -0.018 0.0186 -0.0741
Si 9.6766 12.2803 29.6468 -0.0411 0.0256 -0.0946
Si 0.0489 2.236 31.9547 0.0308 0.0046 -0.0559
Si 3.8879 2.2071 32.2804 0.0326 0.0304 -0.0607
Si 7.7748 2.2481 32.0075 -0.0267 -0.0041 -0.0482
Si 2.0397 5.5922 31.9192 -0.0196 -0.0297 -0.055
Si 5.8527 5.5646 32.1158 -0.0095 0.0006 -0.0397
Si 9.7601 5.6354 31.8897 -0.0292 -0.0073 -0.0574
Si 0.0215 8.9339 32.1122 -0.0093 0.0045 -0.0628
Si 3.9292 8.9383 31.9109 -0.0369 0.0003 -0.0583
Si 7.7683 8.9109 31.9261 0.0034 -0.0054 -0.0545
Si 1.9684 12.3047 31.911 0.0003 -0.0159 -0.0484
Si 5.8122 12.277 31.8757 0.0224 0.0358 -0.0722
Si 9.673 12.2831 32.0018 0.0232 0.0088 -0.0393
Si 1.9221 1.0873 32.8364 -0.0434 -0.0175 0.0109
Si 5.8674 1.0788 32.8033 0.0002 -0.0305 0.0714
Si 9.7081 1.1296 32.7626 -0.0076 -0.0092 0.0493
Si 0.0698 4.4901 32.7039 0.0101 0.002 0.0749
Si 3.9016 4.4829 32.858 -0.0103 -0.0112 0.0542
Si 7.8318 4.4846 32.765 0.0383 0.0071 0.0681
Si 1.9977 7.8136 32.7475 0.0302 0.0198 0.0782
Si 5.836 7.831 32.7676 0.0066 0.0102 0.0687
Si 9.6793 7.8129 32.7953 -0.0077 -0.0003 0.0533
Si 0.0332 11.1953 32.7635 0.0175 0.0009 0.0769
Si 3.893 11.1725 32.7132 -0.0274 -0.0175 0.0989
Si 7.7316 11.151 32.7231 -0.0272 -0.0078 0.0752
Si 1.9211 1.1048 35.1764 0.0193 0.0113 0.0293
Si 5.8149 1.1015 35.1585 0.0048 0.0143 0.0021
Si 9.6735 1.1182 35.1332 0.0058 0.0061 0.0296
Si 0.0079 4.4696 35.1044 -0.0028 0.0003 -0.0088
Si 3.8638 4.473 35.1909 0.0135 0.013 0.0145
Si 7.755 4.4688 35.1363 -0.0112 -0.0003 0.0043
Si 1.9459 7.8115 35.1273 -0.0068 0 -0.0002
Si 5.8043 7.8208 35.1374 0.0026 -0.0039 0.0167
Si 9.6618 7.8103 35.1536 0.0091 0.0061 0.0131
Si 0.0079 11.1731 35.1366 -0.0024 -0.0009 0.0006
Si 3.8697 11.1626 35.1107 0.0056 0.0103 -0.0127
Si 7.7255 11.159 35.1138 0.0239 0.0067 0.0076
Si -0.0054 0.012 5.0607 0.003 -0.0197 -0.0281
Si 3.8639 0.0215 5.1044 0.0004 -0.0187 0.0122
Si 7.7311 0.0083 5.0686 -0.005 -0.0063 -0.0204
Si 1.9445 3.3491 5.1236 -0.0172 0.0025 -0.0109
Si 5.7927 3.3553 5.1898 -0.0003 -0.0119 0.0278
Si 9.6596 3.3519 5.1259 -0.0075 0.006 -0.0123
Si -0.005 6.6996 5.1588 0.0006 -0.0036 0.0004
Si 3.8753 6.6981 5.1719 -0.0191 -0.0085 0.0113
Si 7.7248 6.7039 5.1771 0.0022 -0.015 0.0205
Si 1.929 10.0332 5.1214 0.0013 0.0009 0.0115
Si 5.7984 10.0305 5.1042 -0.004 0.0113 0.0045
Si 9.6589 10.0301 5.1239 0.0076 0.0092 0.0163
Si -0.0479 0.0398 7.3772 -0.0149 0.0383 -0.0171
Si 3.8242 0.0563 7.4537 0.0107 0.0282 -0.0768
Si 7.6923 0.0102 7.3911 0.0228 0.0045 -0.0338
Si 1.9419 3.3503 7.4859 0.0451 0.0071 -0.0459
Si 5.7636 3.3567 7.6163 -0.0053 0.0154 -0.0937
Si 9.6194 3.3574 7.4877 0.0092 -0.0052 -0.0527
Si -0.0363 6.6916 7.5495 -0.0105 -0.0018 -0.064
Si 3.8672 6.6891 7.5775 0.0254 0.0068 -0.0777
Si 7.6837 6.7068 7.5896 -0.0049 0.0236 -0.0881
Si 1.8853 10.0116 7.4836 -0.0037 0.008 -0.0826
Si 5.7547 9.9997 7.4538 0.0092 -0.0112 -0.0782
Si 9.6121 9.9986 7.4893 -0.0359 -0.0057 -0.0845
Si -0.0155 2.2696 8.1873 -0.0467 -0.0401 0.0252
Si 3.8175 2.2408 8.4405 0.0006 -0.018 0.087
Si 7.7126 2.1896 8.2955 -0.0064 0.0111 0.0325
Si 1.9166 5.5627 8.2932 -0.0104 0.0145 0.0095
Si 5.7855 5.5828 8.4927 -0.024 -0.0161 0.0766
Si 9.614 5.5668 8.3298 0.0252 0.0037 0.0164
Si -0.0579 8.9318 8.3386 0.0156 0.0058 0.0749
Si 3.828 8.9413 8.3265 0.0071 -0.0021 0.0564
Si 7.6573 8.9524 8.39 0.0235 0.0039 0.0757
Si 1.8705 12.2976 8.0519 0.0316 -0.042 0.0287
Si 5.7548 12.2602 8.0439 -0.0285 0.0062 0.0443
Si 9.6307 12.2747 8.0557 -0.0112 -0.0078 0.0305
Si -0.0354 2.2972 10.5209 0.0308 -0.0114 0.1461
Si 3.7589 2.218 10.9188 -0.0367 0.0078 0.017
Si 7.6878 2.0803 10.6677 0.0091 -0.0906 0.1081
Si 1.9084 5.5396 10.6516 0.0474 -0.0529 0.0959
Si 5.7907 5.5633 10.9667 0.0177 0.0162 0.0063
Si 9.5554 5.5296 10.7059 -0.0209 -0.0355 0.0794
Si -0.1113 8.9268 10.7391 -0.0306 -0.1171 0.1141
Si 3.7859 8.9862 10.7156 -0.0318 -0.0365 0.1035
Si 7.5909 9.0066 10.8276 -0.0539 -0.0255 0.0472
Si 1.8099 12.3035 10.3378 -0.051 0.0975 0.12
Si 5.7142 12.2398 10.3313 0.0346 0.0448 0.0735
Si 9.6205 12.2632 10.3488 0.0407 0.0691 0.1078
Si 1.7417 1.0163 11.4299 0.0314 -0.0137 -0.102
Si 5.6939 0.9273 11.3546 0.0091 0.0422 -0.0999
Si 9.7615 1.0202 11.285 -0.0475 -0.0101 -0.1406
Si -0.058 4.4959 11.44 -0.0119 -0.0295 -0.0417
Si 3.7975 4.5079 11.7075 -0.0056 -0.0252 -0.0917
Si 7.7303 4.227 11.5964 0.0007 0.1076 0.0177
Si 1.8675 7.7623 11.3776 -0.0037 0.1342 -0.0343
Si 5.6429 7.869 11.7264 0.0638 0.0595 -0.0937
Si 9.4947 7.7754 11.4677 0.0148 0.1132 -0.0436
Si -0.0814 11.2461 11.2641 -0.0003 -0.0239 -0.0678
Si 3.7355 11.3395 11.1844 -0.0071 -0.0932 0.0126
Si 7.6777 11.3619 11.2841 -0.0116 -0.0701 0.001
O 3.5888 11.9766 12.7365 -0.0022 -0.014 -0.0488
O 9.3176 7.6746 13.1338 0.035 -0.0136 -0.0166
O 7.7576 11.9513 12.8583 -0.0231 0.0328 -0.0197
O 7.9613 3.7846 13.2172 -0.0084 -0.0912 -0.0092
O -0.0725 4.4709 13.1043 0.0055 0.0131 0.0085
O 1.6864 5.0221 15.0156 0.0038 -0.0112 -0.0246
O 20.3384 -4.0646 20.0124 -0.0003 0.0087 -0.0012
O -0.1037 11.7485 12.8626 -0.0105 0.0116 -0.0115
O 5.7239 0.3567 12.9333 0.0405 -0.0133 0.0168
O 14.6641 4.8476 20.9091 -0.0049 -0.0052 0.0075
O 5.4155 7.9442 13.3968 -0.0175 0.0417 0.1068
O 1.4696 7.5757 21.6927 -0.0019 -0.0053 0.0049
O 13.2082 9.8999 27.326 -0.0149 0.0024 0.0098
O 10.8835 1.8487 25.4998 -0.0002 0.0027 0.0313
O 12.0772 13.1285 24.6522 0.003 0.0032 0.0187
O 14.1711 9.6387 17.721 -0.0148 -0.0117 -0.0084
O 10.9257 6.5143 23.5234 0.009 0.0007 0.0245
O 6.2328 16.5123 23.6575 -0.0128 0.016 0.0562
O 4.0542 2.7701 25.1359 0.0167 0.0161 0.022
O -0.2263 -0.1627 27.162 -0.0021 0.0164 0.0123
O 9.7302 3.5111 27.2465 0.0208 -0.0059 0.0121
O -0.8696 15.7335 21.5343 0.0151 0.0066 0.0068
O 2.5748 3.1252 27.2902 0.029 -0.0096 0.0053
O 3.8812 0.7869 27.1437 0.0073 0.1079 -0.046
Si 0.0766 12.209 19.2977 0.0059 0.0048 -0.0021
Si 12.7508 12.0634 23.6354 0.0077 -0.0333 -0.0291
Si 3.1146 -0.0883 16.3332 -0.0204 0.0312 0.0616
Si -0.6422 18.2865 23.5073 -0.0112 0.0084 -0.0212
Si 10.9137 0.2361 25.6576 -0.0051 0.0064 -0.0038
Si 3.1234 9.8047 24.4297 0.0208 0.006 -0.0339
Si 11.7057 18.4201 14.6268 -0.0006 0.0262 -0.0202
Si 19.1754 29.0582 23.9503 -0.0126 -0.0016 -0.0566
Si -6.2256 8.9109 14.7323 -0.0212 -0.0646 -0.048
Si 29.3168 -16.3911 25.4162 -0.0075 -0.0037 0.041
Si 15.5579 2.4057 26.7347 -0.0494 -0.0539 0.0414
Si 15.0113 11.1405 14.109 -0.0055 -0.0441 0.0006
Si 13.4514 9.5918 19.1999 0.0221 -0.007 0.0007
Si 6.1133 -2.355 19.2046 -0.0058 0.0032 0.0105
Si -1.597 16.5913 25.6977 0.0083 -0.0235 -0.0099
Si -14.8443 16.9877 18.9272 0.0261 -0.023 0.0089
Si 7.5107 -4.8337 19.2336 -0.0016 -0.008 -0.0086
Si 12.0482 -6.0994 20.4244 0.0037 -0.0032 -0.0017
Si 10.2921 7.8959 14.4193 -0.0247 -0.0227 -0.0012
Si -1.5254 -5.886 22.5337 -0.0104 0.0157 -0.0135
Si 7.0169 -0.2642 13.7208 0.013 -0.0033 -0.0267
Si 18.2031 1.277 18.0685 0.0041 0.0022 0.045
Si 7.8234 -13.6488 25.6085 -0.0116 -0.0263 0.0035
Si 1.4456 8.7145 14.133 0.0117 -0.0455 -0.0417
Si -2.2649 3.1305 21.7986 -0.0384 -0.0054 -0.0243
Si 27.4278 -0.2627 19.3002 -0.0012 -0.0009 -0.0085
Si -7.2899 5.4834 21.7246 -0.0002 0.0042 -0.0092
Si 3.7472 19.1502 17.6027 -0.0158 0.0117 0.0346
Si 13.584 4.7225 19.7018 0.0135 0.0147 -0.006
Si 8.8916 10.9361 20.3694 -0.0015 -0.0019 0.0257
Si 16.614 -9.5018 24.3859 0.0559 0.0366 0.0019
Si 12.2332 16.3727 21.572 -0.0115 0.005 -0.0181
Si 7.6472 16.0244 14.3474 0.0338 0.0648 -0.029
Si 7.1475 -1.3454 16.599 0.0195 -0.0271 0.0813
Si -5.5466 6.2329 26.241 -0.0499 -0.0057 0.0454
Si 13.479 13.7469 21.2725 0.0163 -0.0257 -0.0084
Si -0.0865 -0.1229 13.4706 0.0562 -0.0002 -0.0635
Si 17.9072 5.7571 19.4765 -0.0164 0.0027 0.0133
Si 1.2555 -4.7684 26.3562 0.0214 -0.0233 0.0489
Si 3.251 4.6004 14.9167 -0.0134 0.0172 -0.0226
Si 21.5821 9.4441 25.7364 0.0087 0.0125 0.0251
Si 8.1541 22.6832 16.2558 -0.012 -0.0016 0.0405
Si 26.1424 8.3939 16.732 0.015 -0.0049 0.0237
Si -8.6438 8.2743 21.6735 0.0077 0.0232 0.0036
Si 4.9215 2.2329 15.7169 -0.0142 0.0089 0.0694
Si 0.1402 0.3896 16.5119 0.0167 0.0282 0.0824
Si 10.1883 -2.8695 23.0026 0.0168 0.0026 -0.0309
Si 7.7503 8.057 24.4335 0.0045 0.0253 -0.0473
Si 9.9821 16.4587 16.4646 0.0227 -0.0024 0.0681
O 20.6259 -15.7181 21.9975 -0.0066 0.0005 0.0006
O 7.1755 14.2189 24.5734 -0.0084 0.022 0.0316
O -1.3314 0.7551 12.8635 0.0061 0.0193 -0.0168
O 14.4705 7.1113 17.7121 -0.0057 -0.0023 -0.0205
O -1.0867 7.0619 20.9987 0.0121 0.0069 -0.006
O -3.2958 15.4818 22.4975 0.02 0.0077 0.0074
O -0.0557 -0.6399 17.7627 -0.0083 -0.0154 -0.0065
O 9.5777 17.807 22.7806 0.0031 -0.0083 0.0135
O -1.8207 -3.2548 27.1896 0.0099 -0.028 -0.0281
O 2.0316 11.0132 24.4988 -0.0183 0.0106 0.029
O 7.459 0.1163 17.2708 -0.0234 -0.0022 -0.0286
O -5.8813 2.3151 17.1454 -0.003 -0.0099 -0.0271
O 11.4498 8.9612 13.9782 0.0102 0.0118 -0.007
O 23.7829 -4.8463 19.3685 -0.0071 -0.0066 -0.0077
O 6.0395 11.3391 17.5785 -0.0044 0.0107 -0.0202
O 21.0336 -0.3646 25.2899 0.0099 0.0058 0.0213
O 8.541 3.0503 25.0031 -0.0163 0.0031 0.0255
O 4.3844 8.4431 15.955 -0.0366 0.0043 0.003
O 16.6891 -7.323 18.4494 0.0268 -0.0106 -0.0062
O 4.7625 6.8147 27.1091 0.082 -0.0552 -0.039
O 14.1413 8.5493 25.3382 0.0018 0.0096 0.0071
O 13.3307 14.176 16.3951 -0.006 -0.0006 -0.0317
O 15.7045 7.1091 21.7722 -0.0065 -0.013 0.0056
O 3.474 12.9268 17.8721 0.0157 -0.003 0.0039
O -6.0493 0.6678 19.1465 0.0003 0.0006 -0.0128
O 12.5417 19.3647 19.6315 -0.0079 0.0009 0.0021
O 1.9235 -5.8142 13.0534 -0.0167 0.0099 -0.0294
O 13.3566 21.6194 15.6366 0.0231 0.003 0.0113
O 7.2244 7.0725 19.7891 -0.0032 -0.004 -0.0023
O 4.3093 4.7897 23.2079 -0.0025 0.0096 0.0107
O 21.2645 10.5185 24.5461 -0.0002 -0.0008 0.0014
O 8.3553 10.9228 16.4715 -0.0199 0.0252 -0.0373
O 12.2124 4.2296 22.6554 0.0096 -0.0152 0.0156
O 7.7297 13.6467 27.156 -0.0058 0.0021 0.0011
O 14.8519 9.2813 22.9044 0.0005 -0.0217 -0.0081
O 11.0114 -6.907 14.8361 -0.0042 0.0025 -0.0235
O 21.2033 17.1484 17.892 -0.0253 0.0098 0.009
O -12.4396 1.6646 16.753 -0.0014 -0.0115 -0.0397
O 4.5519 10.4145 24.9371 -0.0233 -0.0123 0.0229
O 11.3441 13.1119 15.0765 -0.0081 -0.0049 0.0108
O -2.1259 8.577 15.6398 0.008 -0.0067 -0.0316
O 7.209 18.0899 18.6532 -0.0094 0.0197 -0.0095
O 6.8871 -1.5642 25.4066 0.0103 0.0115 0.0165
O 6.1326 -3.9635 19.4512 0.0083 0.0059 0.0015
O 15.1673 3.0976 15.4698 0.0099 -0.0294 -0.0186
O 14.4229 4.5799 18.2933 -0.0072 -0.005 -0.003
O -6.8252 11.6922 19.8606 0.0106 0.0079 -0.0011
O 10.909 4.3934 25.0563 0.0137 0.0178 0.0006
O 7.5155 11.6605 19.8327 0.0052 -0.0031 0.0011
O 1.0661 3.4248 20.0531 -0.0021 0.0045 -0.0071
O 13.7196 -0.6853 22.5046 0.0069 0.0268 -0.0053
O 20.1718 2.9153 15.6533 -0.007 -0.0129 -0.0276
O -9.3823 10.0832 13.7956 0.0095 0.0344 -0.0105
O 5.3227 2.9965 27.4521 -0.0061 0.0007 0.0462
O 7.9559 14.459 13.9605 -0.048 -0.053 0.0066
O 3.7551 4.7247 13.3679 -0.0091 0.0057 0.0595
O 8.835 17.2194 20.4425 0.0049 -0.0021 0.0151
O 6.5737 7.0536 24.9274 -0.0185 -0.016 0.0363
O 14.5462 11.9695 15.4204 -0.001 -0.0011 -0.0344
O 8.48 7.5741 23.0205 0.0137 -0.0048 0.0177
O 17.6352 2.7191 14.627 -0.0174 -0.0162 -0.0103
O 6.9536 9.4842 24.3454 0.0219 -0.0219 0.0144
O 15.6804 5.5039 16.0159 0.0105 0.0153 -0.0024
O 18.4984 9.0284 15.2601 0.034 0.0132 -0.0058
O 16.4376 10.3807 14.3029 -0.0084 0.0329 -0.0099
O 5.5638 18.2425 25.5781 -0.011 -0.0143 -0.0285
O -3.7201 -4.8845 17.6533 -0.0106 -0.0039 0.015
O 7.3685 6.1612 27.2294 -0.0344 -0.0206 0.0144
O 1.3151 0.6594 13.0309 -0.0543 -0.0018 0.0116
O 8.94 8.1902 25.5666 -0.0081 -0.0053 0.014
O 6.5974 -0.9809 15.1167 0.0173 0.0102 -0.0331
O 28.912 -8.1956 20.9023 0.0052 -0.0034 0.0027
O 10.2115 -1.7924 19.6895 -0.0055 -0.0044 -0.009
O 14.5987 9.1736 20.2993 -0.016 -0.0118 0.0032
O 7.7448 15.4909 18.8525 -0.0146 -0.0069 -0.0151
O -7.253 0.7116 15.6336 0.003 0.0051 -0.0366
O 0.9302 -6.1455 27.2057 0.007 0.0569 -0.0087
O 3.2304 0.409 20.3766 -0.0195 0.0061 0.0163
O 12.8478 11.0808 19.422 -0.0064 -0.0114 -0.0086
O 12.1792 26.7813 20.3277 0.0042 0.006 0.0036
O 11.5273 -1.9934 22.7936 -0.0146 -0.0052 0.025
O 6.1079 9.8725 26.9777 0.0235 0.0049 -0.0447
O -0.6141 4.0164 15.6533 -0.0026 -0.0103 -0.0274
O 11.5086 -4.4429 25.5133 -0.007 -0.0014 0.0401
O -0.9518 -4.3777 22.6318 0.0039 -0.0081 0.0151
O 24.86 15.1939 21.9982 0.0025 0.004 0.0194

Results
free energy: -215761.548 eV
free energy less fixed offsets of O -568.88, Si -635.61 eV per atom: -2.738 eV

The program warned: the cutoff lies below the one the program advises for these potential files; the exchange-correlation potential is rough where the density is thin.
